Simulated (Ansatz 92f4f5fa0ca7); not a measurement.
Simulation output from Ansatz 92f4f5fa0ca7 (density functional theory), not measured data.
Periodic cell of 197 atoms, Si117O80, from a study of silicon, its oxide and their interface. The atomic structure is a simulated model.

Settings: functional r2SCAN; potential files Ansatz norm-conserving; basis plane waves; wave-function cutoff 1300 eV; density cutoff ratio 4; exchange-correlation grid ratio 1; k mesh 2 x 2 x 1, shifted by 0.5 0.5 0.5 of a step; self-consistency stop 5e-08 eV per atom in the density residual; occupations Fermi-Dirac, 0.05 eV; spin none; net charge 0.

Cell vectors (angstrom)
a	11.5403	0	0
b	0	11.5403	0
c	1.3928	-1.7928	26.1388

Atoms and the computed forces on them: element, x, y, z (angstrom), force x, y, z (eV/angstrom)
Si	1.186	5.6514	1.227	0.104	0.5368	-0.0006
Si	0.7788	10.0223	-1.3069	-0.2432	-0.2865	-0.4568
Si	0.5394	4.2255	-0.569	-0.1702	-0.2092	0.2178
Si	3.4007	8.6423	-1.3739	0.0448	-0.4216	-0.2703
Si	3.9512	11.1031	0.2277	0.1409	-0.4855	-0.6707
Si	4.0578	13.5443	-0.0639	0.1716	1.3425	-0.0008
Si	7.6198	5.6027	0.0999	0.0421	-0.2306	-0.327
Si	9.6535	8.5933	-2.1753	-0.0614	-0.2172	-0.427
Si	9.6269	5.562	-2.1034	0.1558	0.1461	-0.4197
Si	3.0908	6.9636	1.2878	-0.7552	-0.0137	-0.0402
Si	1.9582	10.526	1.4239	-0.8886	-0.3875	0.1363
Si	1.4763	2.5847	1.6789	-0.3182	0.1381	-0.4427
Si	5.2547	6.304	1.7916	0.433	-0.3755	-0.6401
Si	5.5252	10.462	1.8713	0.6823	0.1508	0.1493
Si	6.0717	2.5952	2.0986	-0.3481	0.0954	-0.3918
Si	10.8819	6.745	2.3097	-0.2202	-0.098	-0.6394
Si	9.0398	8.27	0.7254	0.094	-0.9966	-0.957
Si	8.3478	3.1548	1.8946	1.0901	0.5295	-0.3948
Si	2.0698	8.5064	2.8247	0.1534	0.1691	0.0673
Si	1.5181	12.2072	2.9968	0.2648	-0.0291	0.0318
Si	1.5518	4.3964	3.1493	0.5191	-0.1299	0.1242
Si	5.5445	8.3596	3.0053	-0.0425	0.0206	0.1591
Si	5.5055	12.2731	3.358	-0.2794	0.0251	0.0839
Si	5.5393	4.5576	3.2623	0.0264	-0.0693	0.2155
Si	8.5193	10.0249	2.0747	0.0092	0.1355	0.3869
Si	9.2954	12.0799	2.943	-0.1814	0.9704	-0.5555
Si	9.4536	4.8568	3.2102	-0.0987	-0.1883	-0.3186
Si	0.05	8.0852	4.1717	0.1276	0.0547	-0.2022
Si	-0.3696	12.112	4.3594	0.0836	0.1401	0.163
Si	-0.2769	4.4155	4.5788	-0.2296	-0.0667	0.0021
Si	3.7159	8.4633	4.4468	0.0978	0.0447	0.0155
Si	3.4664	12.3288	4.4971	-0.1115	0.0364	-0.3078
Si	3.5441	4.5612	4.4635	0.0135	0.0105	-0.1743
Si	7.3306	8.6081	4.5032	0.4338	0.1618	-0.3325
Si	7.4953	12.334	4.5858	0.0048	-0.2653	-0.0288
Si	7.5192	4.7845	4.5724	-0.0244	0.0179	0.0686
Si	-0.1412	6.3951	5.8269	-0.0035	-0.1884	0.1587
Si	-0.3296	10.1053	5.5767	-0.081	-0.1697	-0.0307
Si	-0.3059	2.4922	5.8554	0.0373	0.1518	-0.0921
Si	3.6551	6.501	5.7878	-0.0823	0.0734	-0.104
Si	3.5874	10.3653	5.8003	-0.0319	-0.1099	-0.0654
Si	3.5629	2.6989	5.8712	-0.112	0.0383	0.0161
Si	7.5584	6.6741	5.905	-0.2808	-0.0589	0.1106
Si	7.3651	10.4086	5.9691	0.0429	0.2169	0.1235
Si	7.4993	2.7765	5.8912	0.109	0.0276	-0.0781
Si	1.7519	6.4414	7.1419	0.0611	-0.0201	0.0026
Si	1.5846	10.239	7.0046	0.1059	-0.1121	-0.1117
Si	1.6291	2.7115	7.1805	0.0296	-0.1254	-0.0287
Si	5.5653	6.5211	7.1923	-0.0564	0.125	0.0163
Si	5.4253	10.3527	7.2656	-0.0746	0.1527	-0.0036
Si	5.5297	2.6771	7.2101	0.1029	0.0017	0.0005
Si	9.4723	6.5124	7.2869	0.1052	0.099	-0.03
Si	9.3952	10.2809	7.1685	-0.0243	-0.0783	-0.1216
Si	9.3882	2.6607	7.3168	-0.0464	-0.0664	0.095
Si	1.6738	8.3489	8.4258	-0.0519	-0.0871	-0.065
Si	1.631	12.2174	8.2705	0.141	0.1192	-0.0889
Si	1.7179	4.6397	8.611	-0.0674	0.2655	-0.0617
Si	5.4388	8.398	8.5994	0.1065	-0.223	-0.0215
Si	5.5224	12.2746	8.5647	0.0959	-0.1099	-0.1495
Si	5.556	4.5977	8.6014	0.0534	-0.015	-0.081
Si	9.4167	8.4501	8.6346	-0.0091	-0.0083	0.1125
Si	9.4571	12.2105	8.5894	0.0912	0.0318	-0.0535
Si	9.3903	4.5891	8.7505	0.0164	0.05	-0.0229
Si	-0.1142	8.5279	9.9078	-0.0727	-0.0308	-0.1233
Si	-0.0518	12.298	9.8507	-0.0289	0.1764	-0.1239
Si	-0.1561	4.7523	10.0522	0.0499	0.1302	0.1841
Si	3.4701	8.2806	9.9109	-0.0154	-0.1416	0.1144
Si	3.4743	12.2588	9.6839	-0.17	0.077	-0.0891
Si	3.6553	4.5726	9.9908	0.0708	-0.0805	0.0074
Si	7.4006	8.3647	9.917	0.0144	-0.0718	-0.1343
Si	7.4856	12.1337	9.8781	-0.0458	-0.1025	-0.0588
Si	7.37	4.5706	10.1338	-0.0845	0.0235	0.1299
Si	-0.2791	6.8016	11.4494	0.2309	0.0844	-0.2267
Si	0.6721	10.4089	11.0712	0.0733	0.0972	0.2279
Si	-0.9662	2.3735	12.9357	0.5376	-0.1483	0.4371
Si	3.6759	6.4092	11.5375	-0.3842	-0.0556	0.0465
Si	3.136	10.3284	10.9404	-0.0852	0.1237	0.2386
Si	3.0794	2.5637	11.1248	-0.2464	-0.047	0.0206
Si	7.3021	6.6184	11.5257	0.1172	-0.0325	-0.2429
Si	7.2939	10.2444	11.2817	-0.1338	0.1311	0.0915
Si	7.0152	2.4199	11.2084	-0.1152	0.0906	-0.2931
Si	1.138	6.3601	13.3462	0.1547	-0.0025	0.3959
Si	-0.6248	10.6876	12.9625	0.5012	0.0832	0.1675
Si	0.4475	2.7282	11.1054	0.3001	-0.246	0.0085
Si	5.428	7.3902	12.8952	-0.0735	0.7782	0.1049
Si	5.106	10.4584	12.2425	-0.2996	0.1055	0.4346
Si	4.9942	2.0656	12.4812	-0.2719	-0.9539	0.1322
Si	9.2917	7.1048	12.6943	0.0843	-0.6922	0.1721
Si	8.8507	9.5291	13.0241	-0.4564	0.5541	0.414
Si	8.2381	2.2985	13.1527	-0.2213	0.25	0.2471
Si	-1.205	4.959	17.5234	0.0742	0.1094	0.2355
Si	5.4514	6.4345	15.0448	-0.0006	-0.118	0.7557
Si	4.7988	2.1258	16.795	-0.2712	-0.0173	0.3545
Si	10.9778	5.1073	14.4287	-0.0238	-0.4434	0.37
Si	7.4484	6.233	17.5443	-0.0206	-0.0185	0.2895
Si	5.8631	3.4066	14.2435	0.2612	0.1426	0.3074
Si	2.5369	6.6492	15.9232	-0.1046	-0.0773	0.3712
Si	7.1712	0.7696	18.0164	0.155	0.1887	-0.071
Si	3.1593	9.5552	22.3947	-0.0926	-0.0174	-0.4272
Si	5.5419	11.4555	21.873	-0.5707	-0.0417	0.8317
Si	8.3525	-0.2986	22.395	0.3774	0.0161	0.2653
Si	2.5203	3.9596	17.0894	-0.0843	-0.0868	0.3189
Si	5.8764	5.9626	20.0464	-0.0627	-0.1408	0.0821
Si	12.8262	6.1435	18.5734	-0.0482	0.0106	0.4422
Si	2.0627	1.1267	16.6451	-0.0517	0.0059	0.1646
Si	11.8884	-0.3271	18.3489	0.1285	-0.1554	0.3782
Si	12.137	10.6608	21.2271	-0.081	-0.0053	-0.1792
Si	4.3634	2.0069	23.6557	-0.1806	0.1748	-0.3435
Si	10.4344	1.6859	21.8366	0.1169	0.1052	0.0287
Si	8.3937	-0.1002	15.26	0.003	-0.071	0.3948
Si	11.3825	10.9706	15.6589	0.3868	-0.2462	0.3063
Si	6.8997	11.0332	19.9609	0.5592	-0.0024	-0.3322
Si	9.8526	2.1217	18.8359	0.0807	-0.0324	0.231
Si	4.7913	4.9271	22.4804	-0.112	-0.1086	-0.2412
Si	14.6604	6.7058	20.9038	-0.2088	-0.2013	-0.1383
Si	7.7743	8.1394	19.7827	0.1149	0.0084	0.1168
Si	9.833	-2.7805	22.0122	0.0718	-0.1161	0.0834
O	0.7033	10.4084	0.2724	0.5752	0.051	0.2507
O	-0.6347	9.5789	-1.9401	0.2002	0.0493	0.218
O	0.4309	2.8563	0.37	0.414	-0.171	0.4886
O	-0.8965	4.7992	-1.0832	0.042	-0.0271	-0.0219
O	3.6375	7.6975	-0.0866	-0.0843	0.3245	-0.1091
O	5.5195	2.4628	0.5289	-0.1509	-0.2192	0.1026
O	2.9735	14.1257	1.0249	0.4159	-0.3847	-0.2435
O	8.2273	6.8389	0.9807	0.1499	0.5595	-0.0316
O	6.0171	5.8224	0.3418	-0.0188	0.2211	0.5416
O	8.7679	8.6468	-0.8326	0.0493	-0.115	0.5223
O	7.1176	10.5418	1.3654	-0.0552	-0.1801	0.1864
O	8.178	4.1288	0.5538	-0.3818	0.1555	0.1
O	10.5746	7.7931	1.0333	-0.5158	0.079	0.1787
O	9.2929	1.7905	1.7653	-0.3226	-0.6125	0.7688
O	8.5828	9.145	3.5052	-0.326	-0.0879	-0.1067
O	-0.6143	3.4988	14.0872	-0.109	0.2236	-0.1015
O	2.4758	5.8129	12.5639	0.2018	0.371	-0.1546
O	7.4743	3.5862	13.9015	-0.1122	-0.2612	0.2168
O	9.9347	11.7025	15.7263	-0.2491	-0.021	-0.224
O	5.7472	4.7667	21.1536	-0.2382	0.3532	0.0694
O	1.7903	8.7711	-1.5425	0.1074	0.3563	0.2821
O	-1.1031	3.4596	18.1401	-0.0775	0.1023	-0.1258
O	1.3266	11.287	-2.18	0.1532	-0.1764	0.1762
O	10.146	7.0669	-2.4783	-0.2611	0.1625	0.4156
O	13.6855	10.567	21.6429	0.0477	-0.1663	0.2113
O	8.1319	5.6925	-1.4543	0.0993	0.0229	0.4852
O	3.0852	8.0767	21.7432	0.0677	0.2029	0.2387
O	6.8352	-0.0739	22.9274	-0.0036	-0.0544	-0.5097
O	9.8341	2.2908	20.4554	0.0262	-0.2183	-0.1129
O	6.4006	5.4904	18.579	0.149	0.2797	-0.1085
O	4.0347	3.4429	17.375	-0.0256	-0.1288	-0.3754
O	13.2751	6.6734	20.0438	0.2283	-0.0341	-0.1735
O	4.4081	6.6754	19.8932	0.1575	-0.1295	0.1863
O	7.4654	-0.0174	16.602	0.1222	0.2137	-0.1949
O	1.1254	0.4414	15.5214	-0.2177	-0.0746	0.2201
O	5.1605	9.0672	13.1561	0.226	-0.9336	-0.2236
O	2.4497	5.0105	15.8555	0.0912	0.1954	0.1017
O	5.2429	4.8736	14.5723	0.0991	-0.0477	0.0532
O	8.3463	1.8823	18.2834	-0.1495	-0.3527	-0.0742
O	4.9883	0.4115	12.9825	0.3526	0.6385	-0.296
O	-0.0618	9.9849	14.3764	-0.2347	0.4246	-0.1363
O	5.7699	2.4821	15.5738	-0.0469	0.2141	-0.1291
O	8.2707	-1.5744	14.5599	0.1477	0.0075	-0.3914
O	1.6075	2.6816	16.7239	0.2693	-0.0761	-0.0735
O	5.7319	1.5304	17.9589	0.1119	-0.1164	-0.2093
O	9.6707	5.9987	13.924	-0.149	0.233	-0.0113
O	4.0867	10.1014	-1.1295	-0.2447	0.2282	0.3903
O	10.1049	-4.1879	22.7606	0.1841	0.1548	0.1542
O	11.0235	5.1189	16.0642	-0.1211	0.0031	-0.2697
O	11.2619	-2.0189	21.9518	-0.1411	0.0858	-0.0598
O	9.1773	8.4491	20.5508	-0.2691	0.0906	0.032
O	7.9769	0.9917	14.1297	0.0815	0.0872	-0.0263
O	8.7649	5.3151	17.3792	0.0177	0.0401	-0.0708
O	1.9703	4.6656	18.4371	0.002	0.1556	-0.4766
O	7.9821	7.6048	18.2576	-0.1908	-0.1242	0.112
O	10.7724	0.8344	18.4945	0.0112	0.0081	-0.1186
O	13.3323	0.3873	18.0734	-0.2667	0.047	-0.3927
O	-0.6186	0.7869	13.2772	-0.1591	-0.2978	-0.0798
O	1.7089	7.2548	14.6534	0.003	-0.2497	-0.4257
O	8.3538	11.2682	20.7552	-0.5699	-0.0785	0.0547
O	6.7058	6.5146	16.123	-0.2881	-0.0828	-0.2945
O	4.5763	1.2045	22.2367	0.2144	-0.199	0.2895
O	8.8605	-1.777	22.8725	0.0035	0.1802	-0.3317
O	11.2023	5.9738	18.4936	0.0709	-0.2048	-0.3199
O	11.6312	12.1709	21.5181	-0.2011	-0.0812	0.0336
O	11.5402	-1.321	17.1045	-0.0016	0.5096	-0.3287
O	6.9773	7.008	20.6344	-0.0769	0.0733	-0.3288
O	3.9848	7.9101	-2.7035	-0.2047	0.0594	0.2318
O	4.122	7.0181	15.8379	0.0877	-0.2606	-0.271
O	1.4426	3.9071	-1.9072	-0.0395	0.0232	0.318
O	9.6079	4.7433	-3.4891	-0.1209	-0.1098	0.2276
O	1.8832	7.0908	17.3675	0.0913	-0.2945	-0.3474
O	14.854	5.4168	21.9114	0.4172	0.1909	0.0164
O	4.6583	10.122	22.2195	0.0616	0.1701	-0.0059
O	5.2219	1.1951	24.7655	0.0417	-0.448	0.279
O	6.7963	9.4303	19.6564	0.2261	0.1189	0.2102
O	4.7792	3.5518	23.325	-0.0492	-0.1705	0.1205
O	9.3406	0.9303	22.7992	-0.0693	-0.2358	-0.3107
O	3.6529	1.0533	16.3295	0.0299	0.2857	-0.0113
O	12.0015	-1.2337	19.6568	-0.0478	0.2627	-0.0024

Results
free energy: -50906.326 eV
free energy less fixed offsets of O -463.61, Si -117.95 eV per atom: -17.376 eV
pressure: -1.65 GPa
stress xx, yy, zz, yz, xz, xy (GPa, positive in tension): 1.32, 2.17, 1.46, -0.07, 0.12, -0.26

The program warned: the forces do not sum to zero within the program's tolerance.
